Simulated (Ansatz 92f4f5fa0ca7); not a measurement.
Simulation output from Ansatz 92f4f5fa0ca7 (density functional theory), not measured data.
Periodic cell of 228 atoms, Si140O88, from a study of silicon, its oxide and their interface. The atomic structure is a simulated model.

Settings
functional: r2SCAN
potential files: Ansatz norm-conserving
basis: plane waves
wave-function cutoff: 1300 eV
density cutoff ratio: 4
exchange-correlation grid ratio: 1
k mesh: 2 x 2 x 1, shifted by 0.5 0.5 0.5 of a step
self-consistency stop: 5e-08 eV per atom in the density residual
occupations: Fermi-Dirac, 0.05 eV
spin: none
net charge: 0

Cell vectors (angstrom)
a  10.888  0  0
b  0  10.888  0
c  0  0  32.6583

Atoms and the computed forces on them: element, x, y, z (angstrom), force x, y, z (eV/angstrom)
Si  0.5214  -0.4924  -0.0965  0.01  0.0079  0.0865
Si  2.2951  3.313  -0.1402  -0.0283  0.0275  0.0798
Si  0.0472  5.4591  0.3595  0.0038  -0.0087  0.0284
Si  2.7603  8.2353  0.3635  0.0059  -0.0029  -0.0055
Si  5.3795  -0.0225  0.2542  0.0112  -0.0415  0.0462
Si  8.2395  2.9207  -0.0522  0.0294  -0.0182  0.0311
Si  5.0051  6.0757  -0.1354  -0.0207  0.0154  0.0855
Si  8.7413  7.6628  0.012  0.0186  -0.0259  0.0605
Si  1.3871  1.4137  1.1129  -0.0049  -0.0267  0.0282
Si  4.0133  4.2993  1.1804  0.0239  -0.0215  0.0042
Si  1.4088  6.8364  1.6271  -0.0033  0.0044  -0.0133
Si  4.0741  9.6122  1.6709  0.003  -0.003  0.0093
Si  6.8886  1.4403  1.2721  -0.0035  0.003  -0.0029
Si  9.4861  4.0896  1.5277  0.0189  0.0143  -0.0014
Si  6.831  6.8557  1.2317  -0.0042  -0.0191  0.057
Si  9.7218  9.4161  1.2856  -0.0122  0.0254  0.003
Si  0.0181  2.6244  2.6739  0.0158  0.03  0.0154
Si  2.6466  0.1737  2.7597  0.0032  -0.0217  0.0006
Si  0.0113  8.1958  2.8806  -0.0004  -0.0097  0.0128
Si  2.8007  5.4416  2.8317  -0.0219  0.0155  0.0294
Si  5.4132  2.8218  2.5534  -0.0087  0.0125  0.0057
Si  8.269  -0.0114  2.5863  0.0133  -0.0092  -0.0084
Si  5.5653  8.1858  2.7664  -0.022  -0.009  0.0165
Si  8.0518  5.4757  2.7442  0.0345  -0.0018  0.0003
Si  1.3694  4.0301  4.0626  -0.0007  -0.0132  -0.0106
Si  4.0952  1.4746  4.038  0.01  0.0069  0.0072
Si  1.366  9.6193  4.1448  -0.0035  0.0231  -0.0041
Si  4.1735  6.825  4.1304  0.0123  0.0162  -0.0111
Si  6.7375  4.085  4.0689  0.0025  -0.0063  0.0014
Si  9.5587  1.3095  4.0623  0.0121  -0.0034  0.0024
Si  6.9  9.5789  4.0591  -0.0029  -0.0053  0.0118
Si  9.4689  6.8062  4.1141  -0.0177  0.0166  -0.0089
Si  -0.0088  0.0167  5.5151  -0.0047  -0.0076  0.0052
Si  2.7282  2.7396  5.4716  -0.0016  -0.0003  -0.0125
Si  -0.0175  5.412  5.4048  0.0097  -0.0037  0.0179
Si  2.7623  8.2087  5.4301  -0.001  -0.0015  0.0136
Si  5.459  0.0433  5.3693  0.0124  0.019  0.0068
Si  8.1583  2.7064  5.3779  -0.0134  -0.0171  0.0027
Si  5.4576  5.4383  5.5027  -0.0007  -0.0058  0.001
Si  8.1686  8.1905  5.4818  0.0037  0.0084  -0.0052
Si  1.3754  1.3734  6.8444  0.0063  -0.0102  0
Si  4.07  4.0923  6.8332  -0.0081  -0.0079  -0.0053
Si  1.3618  6.8068  6.7423  0.0019  0.0072  -0.0074
Si  4.1165  9.5611  6.7916  0.0045  0.0105  -0.0003
Si  6.8061  1.3653  6.7681  0.0029  0.0041  -0.0132
Si  9.5154  4.0581  6.7829  -0.0057  -0.003  -0.0063
Si  6.8175  6.8113  6.8395  -0.0014  0.0101  -0.0009
Si  9.5281  9.5241  6.8428  0.0149  0.0136  -0.001
Si  -0.0136  2.7218  8.1853  0.0078  -0.0009  -0.0004
Si  2.7362  -0.0052  8.1895  -0.0141  0.0108  0.0084
Si  0.0109  8.1409  8.1479  -0.021  0.0084  0.0031
Si  2.6973  5.4596  8.147  0.0127  0.0018  0.0028
Si  5.4386  2.7021  8.147  0.0147  -0.0076  0.0015
Si  8.143  0.0012  8.1541  -0.0245  -0.001  0.0036
Si  5.4421  8.1743  8.1783  -0.0073  -0.0035  0.0028
Si  8.1748  5.4227  8.1762  0.009  0.0061  -0.0017
Si  1.3583  4.1014  9.5246  -0.0412  -0.0069  -0.0069
Si  4.1101  1.3527  9.5485  -0.0028  -0.0082  -0.0009
Si  1.3471  9.4989  9.5224  0.0382  -0.0062  0.005
Si  4.0554  6.7993  9.5164  0.0089  0.0134  -0.0067
Si  6.773  4.0615  9.5139  0.0043  -0.0066  -0.0019
Si  9.4937  1.3421  9.5254  0.0131  0.0146  -0.008
Si  6.817  9.5233  9.5355  0.0252  -0.0069  -0.0045
Si  9.5494  6.7877  9.5257  0.0078  -0.0288  0.0058
Si  -0.0531  -0.0497  10.8763  0.0065  -0.0069  -0.003
Si  2.7362  2.743  10.871  0.016  -0.0225  -0.0113
Si  0.0174  5.4508  10.9114  0.0216  0.0055  -0.0014
Si  2.6905  8.1288  10.89  -0.0338  0.0156  -0.0047
Si  5.4593  -0.0356  10.9148  -0.014  0.0223  -0.0131
Si  8.1194  2.6989  10.8762  0.0073  -0.0066  -0.0052
Si  5.4048  5.4178  10.8747  -0.0242  0.0024  -0.0016
Si  8.1761  8.1395  10.8825  -0.0057  0.0216  -0.0109
Si  1.3416  1.3488  12.136  -0.0149  0.0223  -0.0304
Si  4.0524  4.0993  12.3053  -0.0289  0.002  0.0294
Si  1.3708  6.7907  12.3279  -0.0021  -0.0121  0.0002
Si  4.0729  9.4585  12.2197  0.0158  -0.0244  -0.0097
Si  6.8128  1.3232  12.2902  0.0056  -0.015  -0.0108
Si  9.4866  4.0837  12.1815  -0.0037  -0.0063  0.0056
Si  6.7797  6.7777  12.1986  0.0096  0.0091  -0.0016
Si  9.5273  9.4467  12.3073  0.0123  -0.0036  0.0206
Si  -0.0281  2.708  13.4627  0.004  0.0195  0.037
Si  2.672  -0.0377  13.4714  -0.0116  0.004  0.0096
Si  0.0175  8.1127  13.7417  -0.0064  -0.0234  -0.0063
Si  2.7003  5.447  13.7573  0  -0.0102  0.011
Si  5.4158  2.6948  13.618  0.0226  -0.0082  -0.0215
Si  8.155  -0.0859  13.6602  -0.0094  0.0293  -0.0271
Si  5.3911  8.0495  13.5931  0.0146  -0.0213  0.033
Si  8.1517  5.4555  13.557  0.0024  -0.0006  0.0849
Si  1.2243  4.0401  14.949  -0.0092  -0.0075  0.0358
Si  3.9376  1.3483  14.8578  -0.0107  0.0437  0.0976
Si  1.4469  9.5384  15.0062  -0.003  -0.0086  0.1111
Si  4.0578  6.8245  15.1631  -0.0348  -0.0102  0.0043
Si  6.9432  3.9448  14.8815  0.0193  -0.0339  -0.0671
Si  8.487  2.6935  16.0827  -0.0101  0.0037  -0.1276
Si  6.6066  9.5231  14.9202  0.014  -0.0327  0.0025
Si  9.5447  6.6704  15.0652  0.0413  0.0264  -0.0639
Si  0.5868  0.4619  16.1926  0.0586  0.0126  -0.2235
Si  2.1669  2.2622  16.0695  -0.0267  -0.0313  -0.2081
Si  -0.383  5.0211  16.4293  0.0318  -0.0339  -0.1743
Si  3.2195  8.7029  16.3232  0.0359  0.0172  -0.2071
Si  4.8623  -0.3676  16.0985  -0.0573  -0.0352  -0.1355
Si  9.7036  1.2199  14.8527  0.0605  -0.0108  0.0363
Si  5.4335  5.8762  16.8684  -0.0134  0.0782  -0.1365
Si  7.4235  8.2778  16.6987  0.0218  -0.0161  -0.1415
Si  2.4106  -15.496  23.735  0.035  0.0174  0.0259
Si  -1.3603  -3.3494  24.1431  -0.0453  0.0272  0.0159
Si  20.2767  -5.3559  21.9301  0.0223  0  -0.1408
Si  4.8105  11.4738  22.8003  0.0064  -0.0148  -0.0505
Si  -3.7244  -1.4047  30.9351  0.0309  -0.0195  0.099
Si  7.3231  -1.0953  19.3879  0.0077  0.0168  -0.209
Si  -5.9128  14.7869  19.2205  -0.0455  0.0278  -0.2092
Si  14.6866  12.4174  30.6272  -0.001  0.029  0.113
Si  -19.6514  -0.3355  28.8996  0.0089  0.0384  0.1529
Si  -12.3387  -7.5904  24.0207  -0.0462  -0.0482  -0.0166
Si  14.6506  4.031  26.4622  0.0542  -0.0545  0.134
Si  17.7514  4.8583  30.3875  -0.0492  -0.0194  0.1554
Si  8.654  6.6609  28.5749  -0.0535  0.0349  0.1639
Si  -12.4074  22.5732  30.7457  0.0472  0.0023  0.1422
Si  26.9302  5.2091  23.9252  0.0234  -0.0247  0.0207
Si  5.8964  -7.8198  21.8069  -0.0085  -0.0265  -0.1268
Si  -10.6124  -10.7389  26.7711  -0.0457  -0.002  0.107
Si  37.6243  -2.0493  21.061  -0.0191  0.0169  -0.1388
Si  9.6109  21.0289  21.244  -0.0365  0.0525  -0.1801
Si  11.3517  5.644  19.4035  0.0271  -0.0028  -0.2636
Si  -8.7397  2.9831  19.1463  0.0161  -0.0409  -0.2158
Si  -14.8517  19.9909  27.9931  0.0153  0.0408  0.1383
Si  -5.07  -8.2705  28.4139  0.0386  -0.0302  0.1818
Si  -3.8489  18.011  22.7879  -0.0129  0.0383  -0.0586
Si  11.713  11.062  19.3239  -0.018  0.0304  -0.2293
Si  2.383  8.2462  19.4076  0.0191  0.025  -0.2622
Si  17.3761  44.8841  18.1331  -0.0243  -0.1084  -0.1789
Si  20.5609  5.3373  26.1287  -0.052  0.0217  0.1309
Si  4.0955  9.2419  26.9361  0.0335  0.0548  0.0894
Si  13.4392  -0.2361  24.6193  0.0278  0.008  0.0536
Si  -2.3784  0.8959  27.8265  -0.0383  0.0214  0.1375
Si  -20.9458  8.7727  23.0324  -0.0048  0.0861  -0.0593
Si  -10.5373  19.2298  28.185  -0.0237  0.0444  0.1015
Si  2.6071  -4.2111  26.8862  -0.022  0.0578  0.1238
Si  22.9345  3.9484  24.9939  0.0147  -0.0194  0.0425
Si  18.6302  1.175  22.8913  -0.0097  -0.0361  -0.0275
O  6.044  9.6199  -0.583  0.0062  0.0137  -0.0478
O  -10.9314  -1.4397  -5.6139  0.0027  0.0095  -0.0345
O  3.8931  5.9261  -9.4682  -0.0258  0.0005  -0.0049
O  1.0866  4.4234  -0.4593  0.0485  -0.0311  -0.0486
O  -5.1844  3.9095  -9.4986  -0.0018  0.032  0.0335
O  -27.066  5.64  -1.6041  0.0359  -0.0263  -0.0997
O  1.3092  9.1728  -3.4365  -0.0062  -0.0234  -0.0378
O  2.992  13.7605  -1.5728  0.0292  -0.0341  -0.0942
O  1.1296  0.6421  -4.5881  -0.0218  0.0049  -0.0745
O  2.6748  0.4556  -2.4751  -0.0109  -0.0369  -0.0744
O  19.3563  9.331  -12.2272  0.0413  -0.0028  0.0877
O  20.0034  16.3043  -5.0231  0.0386  -0.0272  -0.088
O  3.8322  7.2237  -0.4338  0.0156  -0.023  -0.0308
O  36.1006  20.5002  -7.1536  -0.0285  -0.0034  -0.038
O  9.8722  6.5122  -0.3996  -0.0345  0.0578  -0.0479
O  7.6855  12.6722  -15.4948  -0.0224  -0.0123  0.1108
O  12.53  -1.2013  19.6084  -0.0126  -0.0325  0.0763
O  9.3052  1.2398  29.2042  -0.0136  0.0013  -0.1161
O  1.8626  -0.9275  23.3321  -0.0188  -0.0313  -0.0016
O  -15.409  3.9542  29.1428  -0.0173  -0.0237  -0.0966
O  -9.1597  7.4318  22.8294  -0.0042  -0.0281  0.0131
O  -4.4954  18.0257  17.2502  -0.025  -0.0404  0.0303
O  19.6847  -3.2962  16.2032  -0.0251  0.0213  0.0847
O  6.3413  -10.3833  23.4073  0.0129  -0.0011  -0.0117
O  -0.9477  7.6374  28.877  0.0103  -0.0092  -0.0512
O  20.2952  -6.8571  22.559  -0.0034  -0.0045  0.0332
O  18.2007  2.2778  21.7747  -0.0014  0.0081  0.0284
O  13.3775  14.2091  25.7014  -0.0203  0.0174  -0.0351
O  4.8886  5.2152  18.2664  -0.0141  -0.0758  0.1395
O  13.7993  8.2408  17.8695  -0.063  -0.0687  0.2606
O  -3.1147  9.2474  17.9397  0.0157  0.0565  0.1345
O  13.3431  -8.0294  17.5652  0.0063  0.0542  0.2178
O  -0.7298  5.6615  20.5096  -0.0751  -0.0014  0.1355
O  9.7353  22.7513  26.7131  0.0384  -0.0002  -0.0449
O  -14.6471  12.7023  27.7968  0.0126  -0.014  -0.041
O  -7.7924  -5.6817  27.3708  -0.0042  -0.018  -0.0456
O  -0.1923  -0.0513  31.1355  -0.025  -0.0032  -0.0989
O  28.9555  0.5293  19.364  0.0316  -0.0045  0.1082
O  -2.0137  -6.5937  25.1801  0.0244  0.0079  -0.022
O  25.537  29.4925  27.319  -0.0129  -0.0305  -0.0366
O  16.5942  -1.5159  26.9698  -0.0445  -0.0113  -0.0437
O  -14.3276  3.9016  31.5659  -0.0457  0.0693  -0.0632
O  -17.0132  1.8921  21.8299  -0.0012  0.005  0.0241
O  -0.0171  5.7525  17.8465  0.0115  0.0191  0.1757
O  -2.0652  0.0989  22.3671  -0.0194  0.0215  0.0484
O  -13.802  5.9118  29.8524  0.0461  0.0333  -0.0856
O  10.0833  6.4516  23.0717  0.016  -0.002  0.0313
O  -10.5797  21.9605  17.7861  0.0125  -0.0159  0.2488
O  4.5415  -11.6356  21.9255  -0.0088  0.0242  0.0507
O  15.6223  15.6448  25.4028  -0.0022  0.0135  -0.0409
O  -8.4209  -4.1174  25.2765  -0.0227  -0.0228  -0.0681
O  -1.4298  -7.0813  16.816  -0.0224  0.0196  0.0902
O  -6.1811  3.0052  27.287  -0.0893  0.0609  -0.1106
O  9.3314  -8.8097  31.7233  0.0018  -0.0224  -0.0467
O  33.0053  -6.0278  26.0816  0.0197  -0.0128  -0.0304
O  27.6169  14.9926  20.5679  0.0239  -0.0153  0.1138
O  38.534  7.8859  21.9979  0.019  -0.0312  0.0545
O  43.0665  11.1399  20.2567  -0.0561  -0.0334  0.1178
O  -5.2521  13.5329  18.4582  -0.0175  0.027  0.075
O  7.5487  -14.1583  27.8526  0.0109  -0.0234  -0.0568
O  23.4679  1.5111  19.6459  0.0161  0.0078  0.0803
O  -2.389  1.9937  24.0574  0.0159  0.0247  -0.0009
O  18.76  17.0121  21.7953  -0.0049  -0.0028  0.0304
O  -20.475  22.119  25.507  0.027  0.0024  -0.0456
O  -11.0934  -13.1216  24.2786  -0.0017  -0.0364  0.012
O  8.1176  8.0932  23.5492  0.0313  -0.0191  0.0155
O  -2.8737  -10.9283  30.9953  0  -0.0098  -0.0354
O  -7.2689  8.1583  20.4568  0.0508  -0.0063  0.0986
O  1.105  4.1575  19.5143  -0.0163  0.0148  0.0879
O  3.4479  21.1208  28.0256  0.0111  -0.0401  -0.0635
O  8.0433  -11.5365  27.7558  0.0004  -0.0221  -0.0482
O  -5.9232  1.7666  29.521  0.0273  0.032  -0.1047
O  23.3639  26.6599  23.7383  -0.0041  0.0153  -0.0275
O  -9.6748  -3.7609  27.5604  0.0314  -0.0373  -0.0531
O  -15.4217  6.2788  23.9854  -0.0271  -0.0089  0.0062
O  23.2162  6.9336  19.6429  -0.0221  -0.0276  0.0677
O  -4.6119  4.6891  16.1848  -0.0002  0.015  0.0551
O  14.5598  0.7563  23.9602  -0.0175  0.0012  0.0044
O  6.4174  9.2683  29.5295  -0.0022  -0.0061  -0.1124
O  -13.6156  -2.6304  31.2564  -0.0055  0.0367  -0.0863
O  -1.4703  -14.9369  25.5811  0.011  0.004  -0.027
O  21.6198  -1.7827  21.7892  0.0291  -0.0637  0.0678
O  -16.3103  11.1357  17.4937  0.0887  0.1048  0.1853
O  14.4165  3.4845  19.7818  0.0275  0.0045  0.1062
O  1.7041  9.2725  32.2351  -0.0211  0.0093  -0.0544
O  4.5064  11.8304  31.9441  -0.0593  0.0519  -0.0619
O  10.9751  2.8854  24.4023  0.0202  0.0371  -0.0125
O  -5.0029  9.2028  19.7909  -0.0233  -0.0284  0.0735

Results
free energy: -57353.878 eV
free energy less fixed offsets of O -463.61, Si -117.95 eV per atom: -43.198 eV
pressure: -0.67 GPa
stress xx, yy, zz, yz, xz, xy (GPa, positive in tension): 1.19, 0.85, -0.04, -0.58, -0.3, -0.61
